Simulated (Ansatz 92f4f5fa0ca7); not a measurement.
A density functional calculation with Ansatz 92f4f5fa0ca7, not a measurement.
Periodic cell of 255 atoms, Si165O90, from a study of silicon, its oxide and their interface. The atomic structure is a simulated model.
Doubt: the cutoff is far below the 930 eV that the study's wrapper takes by default for these files, so forces and energies are approximate.
This geometry differs little from another in the collection (a relaxation step or a small displacement).

Settings: functional PBE; potential files Ansatz PAW; basis plane waves; wave-function cutoff 580 eV; density cutoff ratio 5; exchange-correlation grid ratio 1; k mesh 1 x 1 x 1, Gamma-centred; self-consistency stop 5e-08 eV per atom in the density residual; occupations fixed; spin none; net charge 0.

Cell vectors (angstrom)
a	10.938	0	0
b	0	10.938	0
c	0	0	37.8775

Atoms: element, x, y, z (angstrom)
Si	0	0	0.683
Si	5.469	0	0.683
Si	2.7345	2.7345	0.683
Si	8.2035	2.7345	0.683
Si	0	5.469	0.683
Si	5.469	5.469	0.683
Si	2.7345	8.2035	0.683
Si	8.2035	8.2035	0.683
Si	1.3673	1.3673	2.0503
Si	6.8362	1.3673	2.0503
Si	4.1018	4.1018	2.0503
Si	9.5708	4.1018	2.0503
Si	1.3673	6.8362	2.0503
Si	6.8362	6.8362	2.0503
Si	4.1018	9.5708	2.0503
Si	9.5708	9.5708	2.0503
Si	2.7345	0	35.826
Si	8.2035	0	35.826
Si	0	2.7345	35.826
Si	5.469	2.7345	35.826
Si	2.7345	5.469	35.826
Si	8.2035	5.469	35.826
Si	0	8.2035	35.826
Si	5.469	8.2035	35.826
Si	4.1018	1.3673	37.1933
Si	9.5708	1.3673	37.1933
Si	1.3673	4.1018	37.1933
Si	6.8362	4.1018	37.1933
Si	4.1018	6.8362	37.1933
Si	9.5708	6.8362	37.1933
Si	1.3673	9.5708	37.1933
Si	6.8362	9.5708	37.1933
Si	0.0846	-0.2515	27.7281
Si	5.2595	0.1224	27.5922
Si	2.9745	2.3321	27.6135
Si	7.8459	3.0913	27.7092
Si	-0.3945	5.7409	27.4969
Si	5.6155	5.3357	27.7711
Si	2.3523	8.5124	27.7628
Si	8.2317	7.9005	27.7942
Si	1.329	1.3156	28.9726
Si	6.789	1.3599	28.9236
Si	4.0061	4.0485	28.9182
Si	9.5168	4.1534	28.962
Si	1.2189	6.812	28.9178
Si	6.7782	6.7731	29.2025
Si	4.044	9.5861	29.0055
Si	9.4594	9.5179	29.0195
Si	2.6988	0.0007	30.4054
Si	8.141	0.0196	30.3293
Si	-0.0344	2.7478	30.282
Si	5.4103	2.714	30.3364
Si	2.6421	5.4535	30.2638
Si	8.1974	5.4261	30.489
Si	-0.0887	8.1573	30.3935
Si	5.3837	8.2195	30.3969
Si	4.0609	1.3777	31.744
Si	9.5448	1.3704	31.6792
Si	1.3174	4.1036	31.6874
Si	6.7919	4.0411	31.7519
Si	4.0216	6.8013	31.693
Si	9.5331	6.8281	31.8096
Si	1.3259	9.5363	31.7238
Si	6.7847	9.5934	31.7229
Si	-0.0269	0.0001	33.0667
Si	5.4331	0.0083	33.1026
Si	2.6956	2.7499	33.0812
Si	8.1855	2.7037	33.0967
Si	-0.0161	5.4521	33.1129
Si	5.4264	5.4566	33.0717
Si	2.697	8.1799	33.0896
Si	8.1557	8.2232	33.107
Si	1.35	1.3599	34.4466
Si	6.8249	1.3492	34.4677
Si	4.0807	4.0954	34.4558
Si	9.5541	4.0813	34.4615
Si	1.3545	6.8187	34.4697
Si	6.8071	6.8245	34.4507
Si	4.0821	9.5523	34.4534
Si	9.5562	9.5733	34.4549
Si	2.7489	0.0011	3.4148
Si	8.2087	0.0106	3.408
Si	0.0115	2.7486	3.4176
Si	5.4913	2.7389	3.4075
Si	2.7539	5.4931	3.4099
Si	8.2218	5.4681	3.419
Si	0.0186	8.2001	3.4038
Si	5.4812	8.2171	3.4171
Si	4.1406	1.3639	4.7627
Si	9.5796	1.3702	4.7697
Si	1.3843	4.1409	4.7632
Si	6.872	4.0824	4.7835
Si	4.1421	6.836	4.7896
Si	9.6118	6.8311	4.7719
Si	1.4131	9.5317	4.7679
Si	6.8674	9.572	4.7789
Si	0.0117	-0.0473	6.0622
Si	5.5099	0.0023	6.1484
Si	2.7926	2.7868	6.0634
Si	8.2389	2.7309	6.1805
Si	0.0432	5.5015	6.1756
Si	5.5386	5.4741	6.1343
Si	2.7846	8.1838	6.1828
Si	8.2488	8.191	6.1168
Si	1.4031	1.3668	7.2823
Si	6.8697	1.3466	7.5462
Si	4.1555	4.13	7.4755
Si	9.6074	4.1358	7.5279
Si	1.4271	6.8341	7.5917
Si	6.9448	6.8094	7.509
Si	4.1946	9.5417	7.526
Si	9.62	9.5296	7.4798
Si	2.7764	0.0801	8.6754
Si	9.8021	1.1889	10.0373
Si	0.0806	2.6866	8.7012
Si	5.5371	2.7865	8.8682
Si	2.8219	5.463	8.9447
Si	8.317	5.5026	8.9885
Si	0.066	8.2285	8.9432
Si	5.5971	8.1686	8.8936
Si	3.9123	1.5914	10.0608
Si	8.2302	-0.0809	8.8708
Si	1.6563	3.7415	10.0665
Si	6.6764	4.3558	10.2485
Si	4.4555	6.6277	10.2437
Si	9.5235	7.05	10.3891
Si	1.1858	9.9997	10.0292
Si	7.1975	9.2369	10.283
O	8.4953	2.6801	26.2653
O	2.3473	2.7459	26.1449
O	8.3503	8.1546	10.8453
O	0.7439	4.2112	11.3486
O	17.6403	4.2025	27.2599
O	-0.7337	11.3998	26.4786
O	7.3039	3.756	11.6527
O	-1.7912	1.8637	11.3807
O	3.9967	7.4433	11.6068
O	6.464	9.8233	11.6426
O	10.2704	6.4148	11.7563
O	12.9404	20.597	11.4137
O	4.5426	0.7574	11.3235
O	2.7907	2.6708	10.6546
O	10.9536	11.0539	10.5403
O	5.5405	16.4006	10.7391
O	7.2896	8.2597	26.4924
O	5.1539	6.1857	26.4214
O	15.0872	12.198	27.1538
O	14.0173	7.8955	26.4313
O	12.174	-1.3336	27.1876
O	-0.002	5.2272	25.977
O	-1.5344	6.8973	27.1963
O	5.8335	10.4325	26.1634
Si	8.4533	2.8524	24.65
Si	-0.06	4.8048	24.3929
Si	0.4893	6.9637	22.12
Si	11.2429	0.7117	20.7107
Si	3.5009	-1.221	17.242
Si	7.9786	7.3933	15.219
Si	3.7208	0.4067	14.5037
Si	3.734	6.5937	25.7346
Si	10.3114	6.0244	16.6136
Si	6.409	3.2317	20.7629
Si	7.9554	2.4289	12.3389
Si	-1.5529	9.8087	18.8713
Si	11.6601	3.8762	15.0842
Si	5.9264	7.6157	17.3458
Si	5.42	3.0748	23.4751
Si	9.3101	2.9408	20.2425
Si	5.3499	6.0248	14.9219
Si	5.7027	11.1056	12.3006
Si	7.4295	7.5592	20.0609
Si	11.6927	9.7246	23.0705
Si	-1.3379	0.1419	24.9893
Si	5.2249	2.6648	18.201
Si	3.1201	7.8908	23.0313
Si	0.5452	8.7225	16.8034
Si	11.4655	5.4495	12.3766
Si	5.2762	11.6444	21.7688
Si	6.8931	9.4153	25.4208
Si	-1.5393	1.8643	14.8636
Si	3.1784	0.7559	19.6449
Si	1.6593	9.7804	12.9966
Si	-1.1014	5.8222	19.722
Si	3.1417	7.2253	12.9829
Si	2.6726	3.8908	25.0371
Si	5.9187	-2.1484	22.4766
Si	9.9568	9.7756	14.4134
Si	3.9548	3.4056	15.3686
Si	8.0574	1.4029	17.6992
O	6.4254	1.6288	17.727
O	3.6414	-0.1409	16.0325
O	5.5556	3.8605	22.0225
O	2.1306	6.9426	22.1394
O	8.8217	8.5818	14.4443
O	-1.4687	4.0211	24.1332
O	2.4613	8.5354	13.664
O	-4.1394	1.3218	12.5886
O	9.2823	0.3161	14.3429
O	6.1761	1.6081	20.756
O	5.9096	3.738	19.2756
O	4.1253	6.7668	14.1756
O	4.5041	3.333	16.9042
O	7.2863	8.0843	16.543
O	5.3463	6.2975	16.5487
O	8.9815	6.1888	15.6816
O	6.7836	6.6375	14.3582
O	6.8975	3.1463	24.2001
O	-0.4116	8.9469	18.0946
O	3.9596	2.002	18.9769
O	6.2739	7.33	18.9156
O	-0.1005	6.0421	23.3296
O	8.3585	8.8198	19.6356
O	8.6081	2.8052	13.7839
O	8.4952	-0.1659	17.8805
O	1.3383	3.9668	24.075
O	6.818	7.8036	21.5526
O	0.0374	9.6115	13.1454
O	1.5863	1.1028	19.7675
O	9.9182	6.2162	18.1633
O	8.6371	1.9801	16.2943
O	11.3473	7.2135	16.2131
O	-0.0408	8.4881	22.3628
O	10.1611	4.2498	19.8496
O	2.2118	9.1534	23.5813
O	0.0024	9.7966	15.7128
O	8.7805	2.2207	18.8942
O	3.8104	0.4258	21.1163
O	8.3336	6.2116	20.2159
O	5.0117	4.4438	14.6543
O	2.2877	11.1135	13.7207
O	4.9575	-0.3003	13.6832
O	8.2628	10.172	25.0304
O	-2.9411	3.4304	21.0855
O	9.1403	1.4562	24.1265
O	3.8474	6.9826	24.1688
O	3.4243	-0.5306	18.6999
O	2.3583	3.8332	15.2534
O	0.9368	10.9577	22.0337
O	4.802	8.7674	17.2345
O	6.2648	8.7202	24.0772
O	2.1191	-2.0465	17.0884
O	4.3585	8.4442	22.1508
O	11.1407	4.7999	13.8324
O	10.3442	12.9562	21.0979
O	6.1641	-0.6231	21.9847
O	11.0274	4.5833	16.4151
O	4.0681	1.9926	14.5802
O	1.9433	6.2188	12.5483
O	5.0826	1.4957	23.1887
O	10.807	10.2608	24.2972
O	2.769	5.2938	25.8695
O	0.0222	6.5634	20.6267
O	10.2051	-0.2843	19.9763
O	4.1259	3.6738	24.2833
O	10.961	2.3879	14.9769

Results
free energy: -156081.369 eV
free energy less fixed offsets of O -568.88, Si -635.61 eV per atom: -6.519 eV

Forces (eV/angstrom), in the order of the atoms: element, x, y, z
Si	-0.0266	-0.0202	-0.0108
Si	-0.0136	-0.0166	-0.0108
Si	-0.01	-0.0277	-0.003
Si	0.0149	-0.0414	-0.0113
Si	0.0196	-0.0535	-0.0068
Si	-0.0042	-0.0178	-0.0043
Si	-0.0214	-0.0265	-0.013
Si	-0.017	-0.0373	0.0059
Si	0.0334	-0.0026	0.0299
Si	0.0435	-0.0031	-0.161
Si	0.0504	0.0108	-0.0079
Si	0.0339	-0.0099	-0.077
Si	0.0961	0.016	-0.1806
Si	0.0595	-0.0217	0.0568
Si	0.0548	0.0122	-0.0716
Si	0.0827	0.0324	-0.0145
Si	-0.0919	-0.0113	-0.087
Si	-0.0131	-0.0354	0.0999
Si	-0.0376	-0.0885	0.0117
Si	-0.0539	0.0214	-0.0345
Si	0.0074	-0.0196	0.097
Si	-0.0958	-0.0085	-0.076
Si	-0.0803	0.0218	-0.0293
Si	-0.0932	-0.0463	0.0076
Si	0.017	0.0102	-0.0095
Si	0.0088	0.0305	0.0046
Si	0.0051	0.017	-0.0098
Si	-0.0025	0.0326	0.0076
Si	0.0031	0.0338	0.0117
Si	-0.0025	0.0497	-0.0018
Si	0.0183	0.0398	0.0023
Si	0.0287	0.0155	-0.005
Si	0.0709	-0.0263	-0.1546
Si	-0.011	-0.0218	-0.0527
Si	0.0383	-0.0915	-0.0588
Si	-0.0232	0.1292	-0.0831
Si	-0.1371	0.0501	-0.0499
Si	0.1153	-0.0765	-0.0408
Si	-0.053	0.0503	0.0303
Si	0.0773	-0.1427	-0.1965
Si	0.0192	-0.0101	0.0387
Si	-0.0626	-0.0202	-0.0065
Si	0.0089	0.0238	0.0073
Si	-0.0452	0.0534	0.0188
Si	-0.0041	0.0675	-0.0147
Si	-0.0013	-0.0516	0.0217
Si	-0.0262	0.0189	-0.0205
Si	0.0092	-0.0325	0.0318
Si	-0.0195	0.0097	-0.0307
Si	0.0345	-0.0247	0.0073
Si	0.0144	-0.006	0.0238
Si	0.0007	0.0347	-0.0351
Si	0.0164	-0.0284	0.0125
Si	0.0229	0.0072	-0.1015
Si	-0.0127	-0.0019	-0.0965
Si	0.0309	-0.0144	0.0007
Si	0.0204	-0.0111	0.0179
Si	0.0181	0.0196	0.0158
Si	0.0075	-0.0161	0.0032
Si	-0.0276	0.0042	0.0026
Si	-0.0019	0.0107	0.0108
Si	0.0042	-0.0067	0.0144
Si	-0.01	0.0112	0.0041
Si	-0.0001	0.0002	0.0219
Si	-0.0047	-0.0121	0.0066
Si	-0.0047	0.0108	0.0069
Si	-0.0174	0.0307	0.0003
Si	0.0089	-0.0181	0.0114
Si	0.0044	0.006	-0.0012
Si	0.0182	-0.0077	0.003
Si	0.0038	-0.0137	0.0123
Si	0.0003	0.0134	-0.0055
Si	0.0089	-0.0038	0.0041
Si	-0.0102	-0.0008	0.0024
Si	0.0035	-0.0117	0.0058
Si	-0.0102	0.0064	0.0036
Si	-0.0104	0.004	0.0073
Si	0.0016	-0.011	0.0077
Si	-0.0047	0.0038	0.0001
Si	0.0108	-0.0009	0.0072
Si	-0.0096	0.0132	-0.0026
Si	0.0054	-0.0027	-0.0016
Si	0.0067	-0.0002	-0.0029
Si	-0.008	0.0016	-0.0012
Si	0.0125	0.0023	-0.0045
Si	-0.0072	0.0098	0.0064
Si	-0.0077	0.0066	-0.0005
Si	0.0075	-0.0032	0.002
Si	0.0104	0.0006	-0.0035
Si	0.0088	-0.0102	-0.0002
Si	-0.0147	0.0143	0.0026
Si	0.0081	-0.0161	0.0015
Si	-0.0023	-0.01	0.0025
Si	-0.0065	0.0007	-0.0072
Si	0.0126	-0.0277	-0.0074
Si	0.0001	0.0099	0
Si	-0.0477	0.0006	-0.0206
Si	-0.0153	0.0005	-0.0035
Si	0.013	-0.0023	-0.0138
Si	-0.0111	0.0016	-0.0127
Si	0.0087	-0.0164	-0.0129
Si	0.0052	0.0253	0.0058
Si	0.0051	0.0068	-0.0032
Si	-0.0052	-0.0182	0.0002
Si	0.0118	0.0166	0.1137
Si	0.0076	-0.0204	0.0067
Si	-0.0085	-0.0116	0.0972
Si	0.0047	-0.0013	0.0179
Si	0.003	-0.0039	0.009
Si	-0.0241	0.0009	0.0436
Si	-0.0194	0.0094	-0.0187
Si	0.0076	0.0175	0.0851
Si	-0.0179	0.0495	-0.0238
Si	0.0931	-0.0663	0.0316
Si	0.0068	-0.0487	-0.0269
Si	-0.0194	0.0425	0.011
Si	0.0231	-0.0027	-0.0161
Si	-0.0048	0.0213	-0.0094
Si	-0.0436	0.0073	-0.0021
Si	0.0354	-0.0332	-0.0116
Si	-0.0892	0.0482	0.035
Si	0.0377	0.0325	-0.0296
Si	0.0641	-0.1077	0.0799
Si	-0.0722	0.1148	0.054
Si	0.141	-0.0794	0.0942
Si	-0.0943	0.0603	0.0423
Si	-0.0585	0.0818	0.0601
Si	0.0749	-0.1593	0.1233
O	-0.007	-0.0137	0.0885
O	-0.0077	0.0186	0.0651
O	-0.0125	0.0047	-0.1143
O	-0.0034	0.0407	-0.0437
O	-0.0287	0.0402	0.0894
O	0.0306	-0.0245	0.1046
O	0.0119	-0.0341	-0.0379
O	-0.0235	0.0138	-0.0248
O	0.002	-0.021	-0.0925
O	0.006	0.019	-0.0903
O	0.0383	-0.0191	-0.0433
O	-0.0052	0.0033	-0.0775
O	0.0073	-0.0057	-0.0426
O	-0.0003	-0.0005	-0.1148
O	0.002	0.0312	-0.084
O	-0.0558	0.0421	-0.1034
O	0.0244	0.1233	0.0711
O	-0.0467	-0.0039	0.0521
O	-0.019	0.0088	0.1015
O	0.0043	-0.0456	0.016
O	-0.0265	0.0295	0.1074
O	-0.0034	0.0326	0.1015
O	-0.0437	0.0368	0.1066
O	0.0474	-0.0556	0.0234
Si	0.0055	0.0153	-0.0942
Si	-0.0285	-0.0058	-0.0913
Si	0.0315	0.0085	0.0114
Si	0.0095	-0.0154	0.0383
Si	-0.0041	0.0302	-0.0531
Si	0.0062	-0.0154	0.0125
Si	-0.0237	0.0367	0.0641
Si	0.0291	0.0054	-0.0746
Si	0.0053	-0.0116	-0.0243
Si	-0.0317	-0.0057	0.0301
Si	0.044	0.0162	0.0702
Si	0.0043	0.0095	-0.0162
Si	0.0479	-0.0764	0.0973
Si	-0.0034	-0.0125	-0.0305
Si	0.0066	-0.024	-0.0663
Si	-0.0108	-0.0135	-0.0265
Si	0.0308	-0.0266	-0.0071
Si	-0.0327	-0.018	0.0893
Si	-0.0051	0.017	0.0188
Si	0.0045	-0.0434	-0.04
Si	0.0114	-0.0327	-0.1056
Si	-0.0038	0.0122	-0.0341
Si	-0.0379	0.0236	-0.1033
Si	0.0039	0.0077	-0.0432
Si	-0.0315	-0.0122	0.0452
Si	0.0037	-0.0127	0.036
Si	0.0062	-0.0567	0.0348
Si	0.0406	-0.012	0.0578
Si	0.0381	-0.0185	0.0072
Si	-0.0103	0.029	0.1552
Si	0.0443	0.0239	0.0004
Si	0.0058	-0.0124	0.1455
Si	0.0028	-0.0052	-0.147
Si	-0.0444	0.0262	-0.0634
Si	0.0076	0.027	0.0854
Si	-0.0186	0.0074	-0.0151
Si	0.023	0.0202	-0.0361
O	-0.0084	-0.0008	0.0134
O	0.0008	-0.0285	0
O	0.0138	-0.006	-0.0204
O	0.0057	0.0052	0.0336
O	-0.0028	-0.0029	-0.0275
O	-0.001	0.0045	0.0574
O	0.0173	-0.0268	-0.0481
O	-0.0046	-0.0025	-0.0336
O	-0.0128	0.0065	-0.0405
O	0.0158	0.0154	-0.0211
O	-0.0044	-0.0012	0.0056
O	-0.0405	0.0185	-0.0713
O	0.0233	-0.0017	0.0586
O	-0.013	0.0108	0.0221
O	-0.004	0.0204	0.0367
O	0.0023	0.002	0.0125
O	-0.0101	0.0053	-0.0111
O	0.0033	-0.0191	0.0391
O	-0.0258	0.0062	0.0339
O	-0.0168	0.0138	0.0048
O	0.0103	-0.0126	0.0249
O	0.0046	-0.0107	0.0454
O	0.0077	0.0054	0.0066
O	-0.0388	0.007	-0.0867
O	-0.0088	-0.0121	0.0136
O	0.0321	-0.0064	0.0721
O	0.0208	-0.0135	-0.0044
O	-0.0002	-0.0193	-0.0487
O	-0.0069	0.0159	-0.0097
O	-0.0067	0.0106	0.0173
O	-0.0234	-0.001	0.0195
O	0.0098	0.0144	0.0028
O	0.002	0.0132	0.022
O	-0.0005	-0.008	0.01
O	0.0026	-0.0033	0.0378
O	0.0156	-0.021	0.0137
O	0.0026	0.0084	0.002
O	-0.0231	0.0117	-0.0158
O	-0.022	0.0093	0.0051
O	-0.0091	0.0109	-0.0007
O	-0.0004	-0.0126	-0.0603
O	0.0472	0.001	-0.0812
O	-0.0025	-0.0014	0.071
O	0.0029	0.0034	0.0063
O	0.0046	-0.0045	0.0548
O	0.0158	-0.0153	0.0879
O	-0.0055	-0.0003	0.0209
O	-0.0076	0.0082	-0.0241
O	-0.0047	0.0302	-0.018
O	-0.0117	0.0122	0.0198
O	0.0132	0.0169	0.0801
O	-0.0096	-0.0076	0.016
O	0.023	-0.0033	0.0355
O	-0.0179	0.0434	-0.1017
O	-0.0033	-0.004	0.0036
O	0.0035	0.0048	0.0161
O	-0.015	0.0299	0.0036
O	-0.0014	-0.0241	-0.0181
O	0.0183	0.0218	-0.0469
O	0.0134	0.0013	0.0122
O	-0.0388	0.0271	0.0666
O	0.0049	0.0274	0.0796
O	-0.0173	-0.0172	-0.0202
O	-0.0068	-0.0026	-0.0055
O	-0.0275	0.0173	0.0743
O	-0.0141	0.0132	-0.0421

The program warned: the cutoff lies below the one the program advises for these potential files; the exchange-correlation potential is rough where the density is thin.
